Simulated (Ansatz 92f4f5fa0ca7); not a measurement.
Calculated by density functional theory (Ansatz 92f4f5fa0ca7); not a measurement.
Periodic cell of 138 atoms, Si78O60, from a study of silicon, its oxide and their interface. The atomic structure is a simulated model.

Settings: functional r2SCAN; potential files Ansatz norm-conserving; basis plane waves; wave-function cutoff 1300 eV; density cutoff ratio 4; exchange-correlation grid ratio 1; k mesh 2 x 2 x 1, shifted by 0.5 0.5 0.5 of a step; self-consistency stop 5e-10 eV per atom in the density residual; occupations Fermi-Dirac, 0.05 eV; spin none; net charge 0.

Cell vectors (angstrom)
a  10.8934  -0.0216  0.0253
b  -0.0216  10.6494  -0.1215
c  0.0439  -0.2103  20.4067

Atoms and the computed forces on them: element, x, y, z (angstrom), force x, y, z (eV/angstrom)
Si  0.042  10.205  20.1983  0.0912  0.0202  -0.2505
Si  2.1208  2.9924  0.2542  -0.3937  0.4806  -0.5944
Si  10.7173  5.4054  0.0568  0.2012  -0.3053  -0.0918
Si  3.3142  7.3807  0.0756  -0.0314  -0.1353  0.0264
Si  5.3196  0.066  0.1471  -0.1192  -0.0047  -0.2798
Si  7.6519  2.8956  20.3548  0.0689  -0.1065  -0.4635
Si  5.8366  5.5051  19.8229  0.0537  -0.2775  0.2517
Si  8.4231  7.7282  0.2873  0.7361  -0.1424  0.3402
Si  1.2823  1.1438  1.4039  0.2802  -0.1383  0.2361
Si  3.9378  3.8739  1.4591  -0.1827  -0.6843  0.3786
Si  1.4921  6.5159  1.3061  -0.2838  0.0215  -0.0432
Si  4.2121  9.1023  1.3919  0.0001  0.0422  -0.1126
Si  6.7639  1.3766  1.3894  -0.0027  0.0006  -0.0166
Si  9.4321  3.8505  1.3128  0.0166  0.1168  -0.2923
Si  6.7997  6.5761  1.4186  -0.3288  -0.2355  -0.3512
Si  9.5805  9.3273  1.4399  0.302  0.4396  0.0944
Si  2.7105  10.4484  2.6443  -0.2085  0.0796  -0.1352
Si  10.7396  2.4562  2.7638  -0.0429  0.0259  -0.1895
Si  2.701  5.2179  2.8482  0.115  0.2111  -0.0379
Si  0.1083  7.9145  2.6742  -0.135  -0.2727  0.0245
Si  8.1487  0.0324  2.8101  0.0126  -0.2697  -0.2617
Si  5.3283  2.5059  2.8212  0.1025  0.3955  0.037
Si  8.1447  5.1727  2.746  0.0745  -0.0087  0.4042
Si  5.5036  7.8629  2.8323  0.1197  0.1695  0.1903
Si  4.061  1.0763  4.214  -0.0561  -0.052  0.0422
Si  1.2698  3.827  4.0856  -0.0555  -0.151  0.0942
Si  4.1168  6.5459  4.2027  -0.2032  -0.0929  -0.093
Si  1.4214  9.1696  4.1337  0.0265  0.2489  0.2236
Si  9.4641  1.2319  4.2957  0.1422  0.0868  0.3587
Si  6.7222  3.8668  4.1538  0.0683  -0.1411  0.0094
Si  9.6027  6.5209  4.077  -0.1366  0.2196  -0.0949
Si  6.8454  9.2776  4.1012  -0.0474  0.1224  0.0688
Si  10.8737  10.4666  5.5023  -0.0385  -0.0225  -0.1957
Si  2.605  2.4412  5.455  -0.0463  -0.1938  -0.2992
Si  0.0625  5.2545  5.5058  0.064  0.194  0.19
Si  2.8716  7.9489  5.568  -0.24  -0.13  0.1034
Si  5.3649  10.4044  5.5437  0.2336  -0.1869  -0.1242
Si  8.0352  2.5718  5.6376  -0.1231  -0.0148  0.0784
Si  5.3617  5.1376  5.5849  0.2344  -0.1395  0.2513
Si  8.1884  7.8687  5.4172  0.1616  -0.1877  -0.0885
Si  1.3658  1.1735  6.9659  -0.2865  0.142  0.1707
Si  3.8722  3.7219  6.8475  0.109  0.3718  0.2665
Si  1.4814  6.6282  6.931  0.0675  -0.3331  0.1377
Si  4.0504  8.9744  7.3861  0.0248  0.2392  -0.1811
Si  6.6  1.212  7.052  0.2265  0.1754  0.381
Si  9.5226  3.9536  6.8597  0.0823  -0.1465  0.2824
Si  6.8807  6.4905  6.8034  -0.1882  0.0503  -0.074
Si  9.4879  9.1467  6.8673  -0.1713  0.279  0.4642
Si  2.6044  -0.022  8.5687  0.4915  -0.9075  -0.169
Si  10.5942  2.3215  8.1475  -0.179  -0.1888  -0.2697
Si  2.6338  5.0524  8.3622  -0.0372  0.1447  -0.2139
Si  10.7439  7.7014  8.2526  -0.3539  -0.2559  -0.2596
Si  8.2979  0.1164  8.3049  0.1658  0.095  -0.3355
Si  5.223  2.6388  8.4327  0.3002  0.0647  0.0265
Si  8.4252  5.4669  8.2703  0.3393  -0.1598  -0.5028
Si  5.8022  7.7093  8.4523  -0.0485  0.0334  -0.4235
Si  9.5613  8.0253  12.4193  0.2081  -0.0183  0.2034
Si  4.9892  1.2185  16.1344  -0.0024  0.1902  -0.3241
Si  6.0691  9.7567  13.167  -0.158  0.006  0.2473
Si  6.9671  4.5995  12.4583  0.082  -0.1503  0.3053
Si  9.9612  5.1841  12.251  0.0354  0.0684  0.1764
Si  5.2506  5.1346  9.9451  -0.0521  -0.1173  0.0491
Si  10.8386  4.63  15.1881  0.0669  -0.1801  -0.2131
Si  3.4569  0.3159  13.5945  -0.0009  -0.1713  0.1973
Si  0.8614  7.374  15.9991  -0.0132  -0.0435  -0.3235
Si  10.1925  1.8004  15.4528  0.0275  0.0448  -0.2957
Si  0.5036  9.8181  13.955  0.0389  0.067  -0.1169
Si  3.3554  1.1669  18.5934  0.0247  0.2826  -0.0435
Si  0.9341  3.5366  10.3516  -0.1766  -0.0639  0.254
Si  7.3001  7.0985  14.2793  -0.0285  0.0266  -0.0644
Si  7.126  6.7806  17.3699  0.1484  -0.0519  -0.413
Si  9.9194  5.7845  17.6569  0.1595  -0.1434  -0.219
Si  6.703  9.9122  17.5949  -0.1472  0.0699  -0.3904
Si  7.5013  9.3603  10.4762  -0.0699  0.0939  0.1826
Si  7.176  1.9893  14.3261  -0.0018  0.1358  0.0317
Si  9.1162  1.1649  18.2448  0.1986  0.0915  -0.0271
Si  3.3061  1.6858  10.8278  0.1083  -0.0236  0.2673
Si  2.1734  8.9239  18.2616  -0.0046  -0.0535  -0.1423
O  1.2616  4.4561  9.0461  0.1211  -0.1405  0.2788
O  6.6964  5.8969  13.3875  0.1787  -0.031  -0.1355
O  10.741  0.3822  14.8919  -0.0149  0.0059  0.0576
O  4.2764  1.8489  17.4401  -0.0312  -0.3094  0.2662
O  6.9228  3.1739  13.2468  0.0162  0.2221  -0.1027
O  2.2834  2.2955  19.0558  0.2736  -0.256  0.2269
O  8.2572  2.3687  18.906  -0.1563  -0.0412  0.3167
O  8.732  2.0631  14.7703  0.1291  -0.086  0.184
O  7.056  8.3795  17.3366  0.0096  -0.1522  0.2366
O  4.5664  2.0906  9.8776  0.1209  0.2171  -0.4317
O  8.0986  0.0984  17.5764  -0.057  0.04  0.2194
O  2.0279  8.0577  16.887  -0.1568  0.1609  0.3333
O  0.3471  3.0559  15.0848  -0.3384  0.109  0.118
O  9.6118  6.5435  8.6183  0.1583  0.2701  -0.3545
O  8.7985  7.5281  13.786  -0.1034  0.0209  -0.1885
O  10.8209  2.3965  9.7811  0.28  0.29  -0.2926
O  4.2203  5.7552  20.1487  0.1937  0.5121  -0.1842
O  4.1737  0.8437  19.967  0.2452  -0.3222  -0.2051
O  3.7258  1.3181  12.3499  -0.1062  0.0168  -0.3592
O  6.4309  3.9525  19.8651  0.1891  0.0562  0.0832
O  8.4287  6.1714  18.1337  -0.0885  -0.001  -0.1024
O  9.6567  6.6762  0.1103  -0.4636  0.3414  -0.3797
O  0.1854  4.3013  11.5381  0.0964  -0.0696  -0.3063
O  8.2444  0.0296  9.9786  -0.1872  -0.3015  -0.4253
O  6.3566  9.6389  11.5792  0.2152  -0.0711  -0.1382
O  2.5139  8.9699  8.2628  0.1973  0.9962  0.2577
O  3.8284  1.0508  14.9988  0.2016  -0.1266  0.0221
O  5.7477  4.6139  11.3962  -0.096  0.1682  -0.3682
O  10.8545  5.0786  18.788  -0.2437  0.2425  0.5556
O  8.4476  4.7962  11.7775  -0.05  0.092  0.0086
O  1.9436  10.3543  13.4573  0.0286  0.0601  0.0496
O  5.6479  10.4461  16.4598  0.1407  0.0338  0.3654
O  4.1918  -0.0167  8.0175  -0.9098  -0.0633  0.4654
O  2.2812  2.9204  10.9706  -0.0627  -0.0733  -0.1814
O  6.4842  8.4854  14.0865  0.2025  -0.0364  -0.1775
O  10.4849  9.3316  12.712  -0.1374  -0.1861  0.0803
O  0.6049  8.4561  14.827  -0.0023  -0.0866  0.1877
O  1.0949  5.8409  15.3796  -0.3235  0.1348  0.1801
O  8.5587  8.3856  11.2098  -0.1108  0.0597  -0.0924
O  6.8159  0.5004  13.7535  -0.0946  -0.1461  -0.0204
O  6.8675  8.7639  9.1026  0.0944  0.1967  0.2794
O  2.5347  0.4256  10.1294  0.0289  0.2961  -0.1201
O  5.9569  4.1091  8.8636  -0.4363  -0.375  0.3287
O  6.1072  9.9684  19.087  -0.1094  0.0299  0.1643
O  3.6341  5.1493  9.6945  -0.0154  0.073  -0.3719
O  7.2133  6.461  15.7726  -0.0306  0.1038  0.3944
O  5.6257  6.6967  9.7407  0.0263  -0.2464  -0.1387
O  9.8047  4.7286  16.4301  0.1344  0.2694  0.1898
O  9.3664  1.2919  8.0201  0.067  -0.0754  0.4627
O  5.9493  6.1304  18.2881  0.0792  -0.1035  0.3632
O  10.5037  7.1854  17.0478  0.0544  -0.2552  0.0337
O  10.3924  6.7214  11.923  -0.3126  -0.0289  0.1004
O  2.7054  10.4231  17.8944  0.089  -0.0983  0.181
O  3.2264  8.0163  19.0856  -0.157  -0.0372  0.0278
O  10.0243  0.4984  19.4088  -0.0208  -0.1216  -0.0994
O  10.0745  1.7038  17.0607  -0.2227  -0.0813  0.163
O  0.8489  9.13  19.2052  -0.0951  0.3331  0.1125
O  6.1615  2.2198  15.5882  -0.0982  -0.3655  -0.0006
O  4.4632  9.7352  13.3276  0.169  0.2525  -0.0571
O  10.0159  4.9372  13.8423  0.0764  0.0413  -0.0724

Results
free energy: -37020.702 eV
free energy less fixed offsets of O -463.61, Si -117.95 eV per atom: -4.002 eV
pressure: -0.88 GPa
stress xx, yy, zz, yz, xz, xy (GPa, positive in tension): -0.22, 0.46, 2.41, -1.45, 0.44, -0.22

The program warned: the forces do not sum to zero within the program's tolerance.
